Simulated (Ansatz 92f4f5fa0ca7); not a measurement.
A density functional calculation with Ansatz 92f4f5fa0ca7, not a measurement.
Periodic cell of 189 atoms, Si117O72, from a study of silicon, its oxide and their interface. The atomic structure is a simulated model.

Settings
functional: PBE
potential files: Ansatz PAW
basis: plane waves
wave-function cutoff: 700 eV
density cutoff ratio: 5
exchange-correlation grid ratio: 2
k mesh: 2 x 2 x 1, shifted by 0.5 0.5 0.5 of a step
self-consistency stop: 5e-08 eV per atom in the density residual
occupations: Fermi-Dirac, 0.05 eV
spin: none
net charge: 0

Cell vectors (angstrom)
a 11.5983 0 0
b 0 11.5983 0
c 2.0726 -2.8936 25.3215

Atoms: element, x, y, z (angstrom)
Si 0.1837 6.7806 0.2116
Si 0.3223 9.8865 -0.0458
Si 0.3639 3.6575 -0.233
Si 3.8362 7.4936 -0.5985
Si 4.0775 10.5639 0.0518
Si 3.992 13.7975 -0.2414
Si 7.9143 6.6587 0.1546
Si 8.179 9.6791 -0.4563
Si 8.1323 3.6409 -0.6256
Si 2.2679 6.794 1.1848
Si 2.1601 10.471 1.3496
Si 2.1812 2.8548 1.1603
Si 5.7533 6.731 0.9927
Si 6.2168 10.4605 0.9681
Si 6.1244 2.84 0.7308
Si 9.8441 6.6834 1.4652
Si 9.9101 10.3883 1.055
Si 9.9352 2.9717 0.8505
Si 2.2184 8.5811 2.6622
Si 2.0845 12.5141 2.5108
Si 2.3061 4.7876 2.4755
Si 6.0124 8.5975 2.4431
Si 6.1947 12.5084 2.2635
Si 5.933 4.7085 2.3013
Si 9.8805 8.6596 2.643
Si 9.9011 12.5115 2.2452
Si 9.9086 4.6541 2.5394
Si 0.2481 8.5948 3.9369
Si 0.1433 12.5069 3.8058
Si 0.3095 4.7501 3.8119
Si 4.1722 8.6421 3.9266
Si 4.1697 12.4961 3.7009
Si 4.1746 4.7114 3.8743
Si 7.9016 8.5872 3.8822
Si 8.035 12.5025 3.7499
Si 7.8817 4.7388 3.7719
Si 0.258 6.6373 5.2235
Si 0.2335 10.5729 5.1809
Si 0.2554 2.842 5.1871
Si 4.1486 6.6635 5.2153
Si 4.1293 10.6264 5.1808
Si 4.1418 2.7583 5.1919
Si 7.9449 6.6456 5.2098
Si 7.9547 10.5573 5.1748
Si 7.9598 2.8244 5.1708
Si 2.2051 6.6626 6.5694
Si 2.1701 10.5891 6.5337
Si 2.1942 2.8108 6.5693
Si 6.0346 6.6648 6.6068
Si 6.0313 10.5684 6.5711
Si 6.0503 2.7735 6.5863
Si 9.9128 6.6655 6.5542
Si 9.9102 10.5193 6.5262
Si 9.9163 2.8821 6.5392
Si 2.1717 8.6304 7.8965
Si 2.079 12.4825 7.9353
Si 2.2694 4.7508 7.97
Si 5.9212 8.6196 7.9347
Si 6.0832 12.4546 7.9653
Si 6.0538 4.7232 7.9489
Si 9.9839 8.5941 7.9193
Si 9.9489 12.4884 7.7978
Si 9.9068 4.7947 7.9755
Si 0.3405 8.6624 9.3897
Si 0.1194 12.4941 9.3306
Si 0.3038 4.8334 9.2874
Si 3.9695 8.5423 9.4182
Si 4.0515 12.383 9.1977
Si 4.2053 4.7662 9.4098
Si 7.9511 8.5884 9.1004
Si 8.1241 12.485 9.2251
Si 7.9456 4.7416 9.3528
Si 0.4283 6.688 10.7976
Si 0.1573 10.6054 10.8197
Si 0.2199 2.919 10.6183
Si 4.0979 6.646 10.9843
Si 3.9083 10.5484 10.6775
Si 4.1739 2.6691 10.5246
Si 7.884 6.8041 10.575
Si 8.0097 10.4716 10.4174
Si 8.2104 2.7754 10.6577
Si 2.2337 5.7977 12.4384
Si 2.0475 11.0754 12.232
Si 2.2133 2.6454 11.7978
Si 6.1174 7.5079 12.1088
Si 6.0289 10.5981 11.6043
Si 6.1844 2.1159 11.637
Si 9.8943 6.8895 11.7314
Si 9.6958 10.0205 12.0336
Si 10.0568 3.7413 12.0931
Si -0.8402 3.6553 17.8254
Si 5.9611 6.171 15.0149
Si 5.5443 1.4765 16.2965
Si 9.6528 2.8485 15.018
Si 7.1407 6.3849 17.6911
Si 6.5523 3.2643 14.3327
Si 3.0013 5.9262 15.4803
Si 7.8989 -0.2322 17.1942
Si 3.0298 7.9878 22.49
Si 5.2208 9.6431 21.335
Si 8.1558 -2.2373 21.2477
Si 3.5188 3.3969 16.9399
Si 6.0814 4.879 19.8769
Si 13.5115 5.3701 18.1603
Si 2.8071 0.5787 16.7461
Si 12.7482 -1.3791 17.9321
Si 12.3961 9.2175 20.7051
Si 4.2797 0.374 22.8052
Si 10.5278 -0.1244 21.5749
Si 9.6991 -0.293 14.8224
Si 12.7317 10.4427 15.0665
Si 6.5677 9.1266 18.7835
Si 10.4658 0.7197 18.7472
Si 4.7137 3.3573 21.8774
Si 14.8816 5.5901 20.7621
Si 8.9886 5.4164 19.6745
Si 10.1516 -4.3268 21.7665
O 8.0832 3.2264 14.8529
O 11.1437 10.5879 14.8534
O 5.7124 3.4323 20.554
O 0.2032 8.2807 -0.6075
O -0.5304 2.0846 18.1051
O 0.5142 10.9809 -1.2783
O 8.0743 8.0404 -0.7547
O 13.6883 8.9282 21.5947
O 5.2701 9.4097 19.7211
O 8.0542 5.301 -0.8059
O 2.8775 6.4489 22.0609
O 6.7448 -1.7808 21.8948
O 10.4331 0.9809 20.3714
O 6.3231 5.0567 18.2514
O 5.0243 2.798 17.1157
O 13.7239 6.0172 19.6518
O 16.4414 5.9 20.276
O 8.6471 -0.9204 15.9086
O 1.8445 0.2475 15.4848
O 5.8342 4.5688 14.9173
O 3.2043 4.2865 15.6002
O 6.078 9.1561 12.5215
O 8.9456 0.3114 18.3109
O 6.1423 0.5491 12.3152
O 1.8473 10.0926 13.6212
O 5.7288 1.9213 14.75
O 9.2218 -0.5567 13.2814
O 2.2653 4.1168 12.6324
O 2.4968 2.1426 17.0325
O 7.0051 1.078 16.844
O 9.819 5.3708 12.5089
O 3.9203 9.1483 -0.898
O 10.677 -4.3829 23.3045
O 10.2533 3.7347 16.2612
O 11.1908 -3.43 20.9109
O 10.0158 5.9238 20.8411
O 9.8427 1.2589 15.2982
O 9.6387 4.1074 18.9382
O 3.1834 4.3261 18.2192
O 9.8006 8.3964 12.5671
O 8.6257 6.4229 18.3993
O 11.3778 -0.5175 18.1832
O 14.0222 -0.3494 18.0306
O 2.1586 1.1422 12.6197
O 10.3791 3.0994 13.5841
O 2.2865 6.3125 14.0499
O 7.9421 9.0833 19.6557
O 7.1875 6.4344 16.0692
O 4.3333 -0.6232 21.5299
O 8.6789 -3.6288 21.8961
O 12.076 4.6082 18.0143
O 11.8916 10.6764 21.1952
O 3.9502 12.138 -0.6033
O 12.8355 -2.096 16.4388
O 6.365 3.3385 12.7349
O 7.5745 5.2035 20.4871
O 3.3749 6.8786 -2.0948
O 6.7919 10.2893 17.6912
O 4.478 6.664 15.5312
O 0.2224 5.3031 -0.6408
O 0.8195 2.9775 -1.6901
O 8.4969 3.2639 -2.2055
O 2.1304 6.3387 16.8376
O 14.9108 4.0628 21.3549
O 4.5658 8.4241 22.182
O 5.6231 0.1578 23.7216
O 6.3579 6.8099 13.5861
O 6.2849 7.7052 18.0886
O 4.3104 1.8485 22.1882
O 9.2213 -1.0668 21.4738
O 4.3939 0.3261 16.4075
O 12.8305 -2.4643 19.1288

Results
free energy: -115331.441 eV
free energy less fixed offsets of O -569.03, Si -635.61 eV per atom: 5.089 eV
pressure: -0.33 GPa
stress xx, yy, zz, yz, xz, xy (GPa, positive in tension): -0.34, 0.96, 0.36, -0.07, -0.03, 0.06

Forces (eV/angstrom), in the order of the atoms: element, x, y, z
Si -0.0361 0.0248 -0.5587
Si 0.0698 -0.21 -0.1665
Si 0.2233 0.0422 -0.3923
Si -0.4605 -0.1636 -0.1797
Si -0.042 0.227 -0.3545
Si -0.1957 -0.23 -0.1744
Si 0.1459 -0.0398 -0.3283
Si -0.0301 -0.0776 -0.331
Si 0.0377 0.2214 -0.2505
Si 0.2307 0.0625 -0.2598
Si -0.1979 -0.0799 -0.1548
Si -0.055 0.0254 -0.0208
Si 0.0116 0.1267 -0.2455
Si 0.2061 -0.1126 -0.1828
Si -0.0925 -0.0561 -0.0867
Si -0.1472 0.0303 -0.2189
Si 0.0116 -0.0238 -0.1306
Si 0.0064 0.0645 -0.0637
Si 0.0548 0.0842 0.3472
Si -0.0687 0.0692 0.0937
Si 0.1359 -0.0565 0.1486
Si -0.0245 0.1007 -0.001
Si -0.0442 -0.0008 -0.1357
Si -0.0115 -0.0004 -0.162
Si 0.0171 -0.0353 0.3048
Si 0.007 0.0324 -0.1805
Si 0.0243 -0.0403 0.2951
Si -0.004 0.0846 -0.0574
Si 0.1828 -0.0218 0.0041
Si -0.0365 -0.081 -0.1389
Si -0.0182 -0.0951 0.0165
Si 0.0082 0.0478 -0.1726
Si -0.1451 0.054 -0.0167
Si 0.0554 0.0763 -0.0134
Si -0.1471 0.0478 0.0066
Si 0.1004 -0.0912 -0.089
Si -0.0465 -0.0429 0.0781
Si -0.0742 -0.0904 0.0096
Si 0.0518 0.0702 0.021
Si 0.1493 0.0311 -0.0002
Si 0.0197 0.0428 0.0178
Si -0.0014 -0.0101 -0.0192
Si 0.0121 0.106 0.027
Si -0.0493 -0.0943 -0.027
Si -0.035 -0.0328 -0.0266
Si -0.0018 -0.0455 0.0499
Si -0.0933 0.0802 0.0388
Si -0.0614 -0.0863 0.0033
Si -0.1093 -0.0443 0.0221
Si 0.0297 0.0458 -0.0329
Si -0.0071 0.007 -0.012
Si 0.0761 -0.0613 -0.0229
Si 0.1944 -0.0136 -0.0345
Si -0.0222 0.1279 -0.012
Si -0.0019 -0.0153 0.0045
Si 0.1865 -0.0136 0.0244
Si -0.0698 0.1688 0.0112
Si 0.098 -0.1128 0.0462
Si -0.0847 0.0424 0.0849
Si 0.0904 0.0547 -0.0176
Si -0.0883 -0.0059 0.0793
Si -0.15 -0.13 -0.0583
Si -0.0196 -0.0317 0.106
Si 0.0757 -0.0399 0.1006
Si -0.0313 0.0532 0.1581
Si 0.1081 0.0651 -0.1902
Si -0.0402 -0.0659 0.0132
Si -0.1351 -0.0061 -0.2278
Si -0.0363 -0.0405 0.0499
Si 0.0021 -0.0202 -0.3192
Si 0.2991 0.1265 -0.1404
Si -0.0744 0.0134 -0.1047
Si 0.0774 -0.242 0.1108
Si -0.2046 -0.0378 0.2183
Si -0.2107 0.1082 0.13
Si 0.1214 -0.0343 0.0607
Si -0.1613 0.178 0.2881
Si 0.0472 -0.0309 0.1362
Si -0.1534 0.1153 0.1662
Si 0.197 -0.0367 0.2441
Si 0.0404 0.088 0.0398
Si 0.1615 0.0109 0.2131
Si 0.0639 0.1397 0.0816
Si 0.1227 -0.1481 0.1845
Si 0.027 0.0026 0.4002
Si 0.0063 0.0749 0.4534
Si -0.0227 -0.2492 0.2175
Si -0.0962 0.0866 0.2693
Si -0.0647 -0.1506 0.057
Si -0.1314 -0.2017 0.2564
Si 0.0965 0.0523 0.125
Si -0.0332 0.0225 0.1701
Si 0.024 -0.0377 0.3119
Si -0.1255 0.1438 0.192
Si -0.0747 0.1095 0.0864
Si -0.0762 -0.0546 0.0052
Si 0.1784 -0.1938 0.3515
Si -0.1474 0.0204 0.1161
Si 0.0674 0.004 -0.2595
Si 0.0103 -0.0755 -0.2519
Si -0.0221 -0.089 -0.2706
Si 0.1012 -0.0822 0.1434
Si -0.0049 0.0572 0.0017
Si 0.0007 -0.1167 0.156
Si 0.1681 0.0732 0.222
Si 0.0178 0.0678 0.2394
Si -0.0966 0.0411 -0.1511
Si -0.0673 -0.1104 -0.1432
Si 0.0501 -0.1966 -0.2906
Si 0.0295 -0.0699 0.2253
Si 0.0528 0.1343 0.3674
Si -0.0674 -0.0354 -0.0411
Si 0.0197 -0.0724 0.007
Si -0.073 0.103 -0.2285
Si 0.1631 -0.0477 -0.1766
Si -0.0692 0.0572 -0.0246
Si -0.0788 0.1077 -0.2924
O 0.002 -0.0118 -0.0502
O 0.0228 -0.0351 -0.0535
O -0.0802 0.0023 0.1662
O 0.0793 0.2019 0.4123
O -0.0551 -0.0117 -0.017
O -0.0258 -0.2005 0.0712
O -0.1123 0.3852 0.2959
O 0.1075 0.0066 0.1005
O 0.0051 -0.0087 0.209
O -0.147 -0.3568 0.361
O -0.0168 0.0205 0.085
O -0.0247 -0.0391 0.0272
O -0.023 -0.0242 0.1127
O 0.0237 0.0636 0.022
O -0.0622 0.0133 -0.1409
O 0.052 -0.0028 -0.0043
O -0.059 -0.031 0.0548
O 0.0989 0.0577 -0.2104
O -0.057 -0.04 -0.0796
O -0.0292 0.0099 -0.0265
O -0.0745 0.0858 -0.0614
O -0.0108 -0.205 -0.5074
O 0.0539 0.0144 -0.0025
O 0.0243 0.1888 -0.451
O 0.1432 0.2907 -0.4684
O 0.0384 0.0558 0.0184
O -0.0024 -0.222 -0.2196
O -0.0718 0.4988 -0.1352
O 0.0135 -0.0938 -0.1387
O -0.0487 -0.0123 -0.0932
O 0.1009 -0.3455 -0.3173
O 0.1253 -0.1298 0.3255
O -0.0626 0.0433 0.5185
O -0.0664 -0.095 -0.1492
O -0.049 -0.106 0.0909
O -0.019 0.0509 0.0591
O -0.0002 -0.0502 -0.1156
O 0.0229 0.0124 -0.0348
O -0.0403 0.0327 -0.0685
O 0.0839 0.0771 -0.4419
O 0.0165 -0.071 0.0576
O -0.0246 0.0314 -0.0431
O -0.06 -0.0202 -0.1521
O -0.1426 -0.2349 -0.3436
O 0.1038 0.1083 -0.235
O -0.1328 -0.0616 -0.4871
O 0.0838 0.038 0.1842
O -0.0876 -0.0068 -0.155
O -0.0266 0.1372 0.201
O -0.0289 0.0098 0.088
O -0.0459 0.0196 -0.0265
O 0.0038 0.0737 0.1486
O 0.1755 0.0991 0.266
O 0.0146 0.0318 -0.2824
O -0.0377 0.0266 0.3068
O 0.0273 -0.0174 -0.0078
O 0.2086 0.1355 0.3412
O 0.0914 0.0386 -0.0682
O -0.0798 0.0385 -0.0816
O 0.0835 -0.1171 0.4411
O -0.0748 0.1333 0.1306
O -0.092 -0.01 0.4509
O 0.0681 0.0345 -0.2364
O 0.1711 -0.0203 0.2057
O -0.0008 0.0068 0.1748
O 0.1867 -0.0871 0.143
O -0.0041 0.0892 -0.2566
O 0.0536 -0.0871 0.0094
O -0.0182 -0.0232 0.0809
O -0.0224 0.0307 0.0955
O -0.0441 0.0525 -0.0711
O -0.0206 0.009 0.0109

The program warned: the cutoff lies below the one the program advises for these potential files.
